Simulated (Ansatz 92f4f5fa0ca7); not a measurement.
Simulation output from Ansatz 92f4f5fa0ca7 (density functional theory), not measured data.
Periodic cell of 224 atoms, Si128O64H32, with a vacuum gap, from a study of silicon, its oxide and their interface. The atomic structure is a simulated model.

Settings
functional: r2SCAN
potential files: Ansatz PAW
basis: plane waves
wave-function cutoff: 800 eV
density cutoff ratio: 5
exchange-correlation grid ratio: 1
k mesh: 1 x 1 x 1, shifted by 0.5 0.5 0 of a step
self-consistency stop: 1e-11 eV per atom in the density residual
occupations: fixed
spin: none
net charge: 0
applied field: sawtooth along c, amplitude +0.015 V/angstrom in the program's sign convention, ramp centred at 0.9877 of c and 0.0246 of c wide, no dipole correction

Cell vectors (angstrom)
a	10.887	0	0
b	0	10.887	0
c	0	0	40.6412

Atoms: element, x, y, z (angstrom)
Si	-3.1819	-8.5909	18.9428
Si	3.2812	3.6573	26.7018
Si	5.2565	6.397	20.1358
Si	1.6876	12.632	26.8951
Si	3.9178	-0.469	24.3936
Si	8.2518	3.7869	24.4113
Si	9.805	9.828	25.4293
Si	6.2682	6.068	24.7337
Si	0.9749	0.2248	25.1243
Si	3.609	4.7966	24.4969
Si	-0.0804	8.0779	28.4453
Si	4.7336	10.0942	27.2076
Si	6.402	0.8982	26.9396
Si	9.9148	4.507	26.995
Si	7.3372	7.4371	27.2348
Si	9.0112	9.1336	27.4426
Si	0.0245	2.7678	28.2467
Si	2.7898	0.1003	28.2336
Si	0.6928	6.3429	27.045
Si	2.5381	5.3823	28.1767
Si	5.267	2.7438	27.9658
Si	8.0082	0.0504	28.4684
Si	5.5173	8.2728	28.4416
Si	8.2182	5.5205	28.292
Si	1.3174	4.0901	29.7158
Si	4.0937	1.4505	29.6332
Si	1.4017	9.5479	29.5486
Si	4.0182	6.7795	29.5014
Si	6.7077	4.085	29.4133
Si	9.5212	1.41	29.5995
Si	6.7764	9.5813	29.9156
Si	9.5096	6.7519	29.8492
Si	0.0168	0.0091	30.9239
Si	2.7229	2.7478	31.0184
Si	-0.0013	5.4027	31.1348
Si	2.7201	8.1592	30.9339
Si	5.3831	0.0911	31.1024
Si	8.1	2.7647	30.8979
Si	5.4096	5.4356	30.873
Si	8.1736	8.1673	31.1421
Si	1.3537	1.353	32.3248
Si	4.111	4.1025	32.3295
Si	1.3956	6.8228	32.3788
Si	4.046	9.5198	32.3547
Si	6.8302	1.4109	32.375
Si	9.459	4.0391	32.3691
Si	6.7549	6.7563	32.337
Si	9.6003	9.5501	32.3723
Si	-0.0338	2.6721	33.6976
Si	2.7012	0.0024	33.7009
Si	0.0463	8.1842	33.7475
Si	2.7663	5.4417	33.7115
Si	5.4696	2.767	33.727
Si	8.2149	0.0113	33.7027
Si	5.4446	8.1567	33.6892
Si	8.1325	5.4259	33.7136
Si	1.3467	4.0617	6.8742
Si	4.1072	1.3535	6.8938
Si	1.4001	9.5505	6.9702
Si	4.1426	6.7823	6.9362
Si	6.8303	4.0824	6.9908
Si	9.5517	1.32	6.9852
Si	6.8717	9.4881	6.8901
Si	9.5199	6.7942	6.8995
Si	0.0184	-0.0391	8.3667
Si	2.7135	2.7051	8.2342
Si	-0.0157	5.4227	8.2372
Si	2.8013	8.165	8.2438
Si	5.5328	-0.0075	8.2047
Si	8.1959	2.698	8.3293
Si	5.5286	5.4814	8.353
Si	8.2001	8.1238	8.3227
Si	1.3986	1.3584	9.6675
Si	4.0796	4.0944	9.5459
Si	1.353	6.8357	9.5051
Si	4.2844	9.4511	9.5431
Si	6.8399	1.306	9.6621
Si	9.561	4.0616	9.6744
Si	6.9459	6.7615	9.8057
Si	9.5725	9.4251	9.7194
Si	0.0698	2.7749	11.0579
Si	1.6853	-1.5896	12.1368
Si	-3.1899	5.4001	18.4643
Si	8.2049	0.9319	16.1688
Si	4.0552	1.2669	12.1667
Si	10.9795	-4.3191	15.4469
Si	6.9207	9.5754	12.5482
Si	6.3553	6.6526	15.9398
Si	2.7106	5.5054	10.8164
Si	7.9058	-1.727	14.6939
Si	2.8506	10.7615	10.7711
Si	5.5941	8.1854	11.1026
Si	13.0488	-6.3535	16.2184
Si	9.6118	1.3429	12.3633
Si	5.7933	11.391	13.4831
Si	10.9303	8.01	11.0848
Si	-2.6005	5.345	11.2337
Si	3.595	0.2594	15.4939
Si	1.1658	4.5131	12.2788
Si	0.1967	7.4362	24.2411
Si	2.5317	1.6662	13.9129
Si	6.6407	4.0182	12.3744
Si	2.7728	3.9921	14.0348
Si	18.471	2.1312	13.5594
Si	2.8443	-15.7034	21.7617
Si	14.801	2.2079	23.0076
Si	6.2981	-0.6177	22.7585
Si	5.3805	-8.1723	10.8821
Si	-1.32	5.5737	22.3103
Si	7.3212	0.7484	24.6008
Si	3.8872	17.8981	12.1821
Si	18.0216	-3.4263	22.1311
Si	10.2446	22.907	19.7698
Si	10.5827	10.3545	15.3072
Si	-18.9392	-10.3539	18.642
Si	1.2976	0.9122	22.2894
Si	10.2314	-4.7407	12.4885
Si	-10.2342	-10.6186	13.3865
Si	10.3708	-3.7727	18.4029
Si	12.8718	8.7308	15.9462
Si	-5.5261	-9.7895	20.5024
Si	1.062	16.0954	20.324
Si	-7.0971	28.7371	17.4922
Si	-9.1685	19.6977	21.9033
Si	0.3729	-1.581	19.249
Si	4.8635	-16.5506	13.5166
Si	8.2546	10.8289	11.0408
Si	12.488	24.3668	18.6215
O	0.6675	-4.7497	19.0142
O	-10.6198	1.2366	21.1077
O	6.9136	7.2078	25.6608
O	4.3151	14.5195	23.6132
O	-4.4943	5.4929	19.4283
O	12.0001	8.3475	23.3075
O	-4.7659	18.443	20.8676
O	-0.3688	17.0372	23.476
O	18.9668	-17.9499	18.5489
O	19.4529	-4.1313	21.7896
O	-10.2091	5.155	15.9705
O	10.1085	-0.4218	19.3184
O	17.3039	39.1626	23.204
O	-7.8106	-23.0466	15.1522
O	15.6179	20.7151	23.106
O	8.9318	-15.367	18.854
O	7.5127	-11.3473	15.6686
O	-12.231	-1.7002	14.7738
O	0.0693	2.0225	18.6135
O	16.5941	-5.2323	14.8595
O	14.3113	0.4285	17.1088
O	-10.4019	-20.9167	23.6834
O	13.6825	-2.7172	12.6936
O	15.0281	12.0366	24.234
O	-11.9774	0.6243	16.1272
O	0.748	-1.189	16.3758
O	12.5345	25.5628	19.7483
O	11.4863	-23.9813	20.7482
O	7.7289	-8.6086	24.1854
O	15.1972	-5.2949	21.1891
O	16.0379	22.1233	15.0234
O	18.1654	19.8508	22.7095
O	2.895	18.6095	21.6439
O	8.7832	1.7527	20.0264
O	7.0148	-6.2285	24.9901
O	-11.5221	7.1515	16.7692
O	-11.9298	8.3977	24.6214
O	-3.5898	-3.101	15.2845
O	2.3885	2.0992	22.4627
O	12.9875	21.2832	21.9939
O	13.5311	-2.8046	17.2683
O	-0.3539	15.9009	21.1372
O	15.0094	11.3559	19.6557
O	-6.6824	-3.9261	19.0421
O	1.3505	7.5385	15.042
O	23.5563	-11.5987	18.9456
O	24.1158	-11.5183	24.7451
O	17.1587	-0.0426	21.2198
O	6.2312	2.0914	19.5685
O	8.7383	10.8325	24.7236
O	11.918	-3.9572	25.5316
O	15.9996	-3.4994	16.6678
O	2.7016	16.4661	23.3423
O	4.6973	27.6465	25.0553
O	10.0433	-26.2652	14.1311
O	15.5212	9.664	25.6175
O	1.9661	3.2371	17.1728
O	-13.9144	13.0732	15.1921
O	-23.9311	15.2414	22.9688
O	15.7374	1.992	21.7387
O	-14.5414	-5.1176	16.9594
O	-1.4388	3.9136	25.5103
O	35.8579	-5.3449	16.9883
O	-3.128	1.3399	17.6431
H	0.7853	3.4966	34.63
H	-0.8398	1.8348	34.63
H	3.5392	0.8077	34.6334
H	1.8913	-0.8311	34.6334
H	0.8643	9.0098	34.68
H	-0.7823	7.3693	34.68
H	1.933	4.6316	34.6439
H	3.5988	6.2527	34.6439
H	4.663	1.9302	34.6595
H	6.3052	3.5747	34.6595
H	7.4133	-0.8303	34.6352
H	9.0454	0.8243	34.6352
H	6.2944	8.9495	34.6216
H	4.6453	7.313	34.6216
H	7.3237	4.5914	34.646
H	8.96	6.242	34.646
H	0.5276	3.2372	5.9417
H	2.18	4.8718	5.9417
H	3.2692	0.5483	5.9614
H	4.9138	2.1903	5.9614
H	2.2101	10.384	6.0378
H	0.5821	8.7249	6.0378
H	4.9419	7.6261	6.0038
H	3.3101	5.9714	6.0038
H	5.9947	3.2746	6.0583
H	7.6392	4.9169	6.0583
H	8.7212	0.507	6.0527
H	10.3577	2.1573	6.0527
H	7.6733	10.3296	5.9576
H	6.0219	8.6953	5.9576
H	8.6924	5.9782	5.9671
H	10.3486	7.6091	5.9671

Results
free energy: -118870.684 eV
free energy less fixed offsets of H -15.71, O -570.45, Si -639.56 eV per atom: 4.516 eV

Forces (eV/angstrom), in the order of the atoms: element, x, y, z
Si	-0.0137	0.0098	0.101
Si	0.0042	0.0054	0.0134
Si	0.006	0.0088	0.1036
Si	-0.0104	-0.0072	0.0066
Si	-0.0073	-0.0154	0.0808
Si	0.0039	-0.0146	0.0834
Si	0.0072	0.0012	0.0541
Si	0.0094	0.0109	0.0768
Si	-0.0119	-0.0016	0.0635
Si	0.0032	-0.0141	0.0949
Si	-0.0211	-0.0034	-0.0141
Si	-0.0016	-0.0074	0.0387
Si	-0.0024	0.0013	0.0135
Si	-0.0048	0.0048	0.0318
Si	-0.0044	-0.008	0.0332
Si	0.0155	0.0146	-0.0051
Si	0.0128	0.0116	-0.0089
Si	0.0071	0.0177	-0.0059
Si	-0.0008	0.0039	0.0435
Si	-0.0151	-0.0071	-0.0145
Si	-0.0067	-0.0073	-0.0064
Si	-0.0011	-0.024	-0.0261
Si	0.0206	0.0104	-0.0075
Si	0.0118	0.018	-0.0238
Si	-0.0107	0.0036	-0.005
Si	0.0084	-0.0147	-0.0019
Si	-0.0074	-0.012	0.0217
Si	-0.0008	0.0129	0.013
Si	0.0165	-0.0019	0.0075
Si	-0.0058	0.0022	0.0102
Si	-0.0057	0.0055	-0.003
Si	0.0022	-0.0042	0.0002
Si	-0.0117	0.0126	0.0271
Si	-0.0043	0.0029	0.0147
Si	-0.0189	0.0262	0.0108
Si	-0.0079	0.0091	0.0255
Si	0.0209	-0.0135	0.001
Si	-0.0007	-0.0053	0.0306
Si	0.0078	0.005	0.0446
Si	0.0025	0.0054	0.0016
Si	0.0065	0.006	0.1794
Si	-0.0034	-0.0131	0.2048
Si	-0.0222	-0.0411	0.1875
Si	0.0138	0.0248	0.1629
Si	-0.018	-0.0207	0.1776
Si	0.0393	0.0243	0.1735
Si	0.024	0.0323	0.1726
Si	-0.0464	-0.0525	0.1944
Si	-0.0428	0.065	0.2278
Si	-0.044	-0.1364	0.334
Si	0.031	0.0108	0.2872
Si	-0.0354	0.1338	0.2767
Si	0.0694	-0.0908	0.2504
Si	-0.0761	0.092	0.2554
Si	-0.115	-0.07	0.279
Si	-0.0295	-0.0541	0.3182
Si	-0.0264	-0.0526	-0.2908
Si	0.0435	0.0079	-0.2712
Si	0.1401	0.0225	-0.3435
Si	0.0552	0.0717	-0.3522
Si	0.1084	-0.0218	-0.2294
Si	-0.0837	0.0186	-0.1525
Si	-0.0007	0.1133	-0.2025
Si	0.0319	-0.0951	-0.3032
Si	-0.0072	0.0171	-0.1635
Si	0.0183	0.0137	-0.2013
Si	-0.0184	-0.0069	-0.1851
Si	-0.0147	0.0049	-0.1668
Si	0.0288	0.0172	-0.1765
Si	-0.0016	-0.006	-0.1499
Si	-0.0107	-0.0166	-0.1672
Si	-0.0114	0.0152	-0.2176
Si	0.019	0.0003	-0.0289
Si	0.0025	-0.0203	-0.0143
Si	0.0235	-0.0322	-0.0077
Si	-0.008	0.0133	-0.0158
Si	-0.0107	-0.0084	-0.0209
Si	0.0086	0.0117	-0.0257
Si	-0.0076	-0.0076	-0.0457
Si	0.0043	0.0114	-0.0366
Si	-0.0052	0.0112	-0.0103
Si	-0.0092	0.0161	0.0244
Si	-0.0029	-0.0057	0.089
Si	0.003	0.009	0.0956
Si	0.0107	0.0042	0.0161
Si	-0.0001	0.0137	0.0846
Si	0.0051	0.003	0.0007
Si	0.0019	-0.0072	0.0896
Si	-0.0193	0.018	-0.0053
Si	0.0027	-0.0148	0.0554
Si	0.0098	-0.0032	-0.0162
Si	-0.0179	0.022	-0.0131
Si	-0.0028	0.0013	0.0925
Si	0.0039	-0.0171	0.0129
Si	-0.0286	-0.0179	0.0172
Si	0.028	-0.0138	-0.0124
Si	0.0169	-0.0172	-0.0053
Si	-0.0104	-0.0195	0.0794
Si	0.0139	-0.0061	0.0092
Si	-0.0127	0.0106	0.091
Si	0.0092	0.011	-0.0156
Si	-0.0173	0.0009	0.0173
Si	-0.0091	-0.0025	-0.0032
Si	0.0172	0.015	0.0375
Si	-0.0029	-0.0026	0.0865
Si	0.0064	0.0093	0.0883
Si	0.0037	0.0134	0.0766
Si	-0.0019	-0.0023	-0.0035
Si	-0.0165	-0.0007	0.0985
Si	0.0069	-0.0015	0.0454
Si	0.0016	-0.0208	0.0189
Si	0.0063	0.0033	0.0982
Si	0.0136	0.0008	0.0895
Si	0	-0.0028	0.0578
Si	0.0017	0.003	0.0965
Si	0.002	-0.0019	0.1147
Si	-0.0005	0.0019	0.0334
Si	-0.0075	-0.0049	0.0089
Si	0.01	-0.0149	0.11
Si	0.006	-0.0127	0.0693
Si	0.0155	-0.0131	0.1145
Si	-0.0097	0.0055	0.0803
Si	0.0114	0.0044	0.0919
Si	0.0105	0.0049	0.1013
Si	-0.0027	-0.0046	0.0828
Si	0.0118	0.0166	0.0323
Si	-0.0029	0.0056	-0.0003
Si	-0.0164	0.0035	0.0855
O	-0.0205	0.0237	-0.0603
O	-0.0286	0.0057	-0.0775
O	-0.0164	-0.019	-0.0529
O	0.0037	-0.0192	-0.048
O	0.0213	-0.0101	-0.0516
O	0.0195	0.0126	-0.06
O	-0.0232	-0.015	-0.0476
O	-0.0088	-0.0173	-0.0545
O	0.0018	0.0046	-0.0295
O	0.0021	0.0017	-0.0281
O	0.0066	-0.0035	-0.035
O	0.0008	-0.008	-0.0356
O	0.0087	0.017	-0.056
O	0.0057	0.0171	-0.0314
O	0.0074	-0.0068	-0.0314
O	-0.0005	0.0028	-0.0384
O	-0.0075	-0.0168	-0.0417
O	-0.0128	0.0018	-0.0247
O	0.0112	0.0084	-0.0338
O	-0.0174	-0.0177	-0.0487
O	0.0169	-0.0053	-0.1081
O	0.0103	0.0155	-0.0861
O	0.002	0.0076	-0.0152
O	-0.0008	0.0158	-0.0462
O	0.0086	-0.0064	-0.0399
O	-0.0083	0.0151	-0.0423
O	0.0057	-0.0323	-0.0449
O	-0.0213	0.0025	-0.0792
O	0.0055	0.014	-0.0304
O	0.0162	0.0052	-0.0463
O	0.0191	0.0053	-0.0462
O	0.0011	-0.0234	-0.0408
O	-0.0018	-0.0072	-0.0339
O	-0.0079	0.0039	-0.0423
O	0.0022	0.0012	-0.0312
O	0.0066	-0.008	-0.0631
O	0.0099	-0.0289	-0.0359
O	0.0111	0.0281	-0.0381
O	-0.0074	-0.0035	-0.0278
O	-0.0034	-0.01	-0.03
O	-0.01	0.0102	-0.0449
O	0.0318	-0.0065	-0.0487
O	-0.0409	-0.0035	-0.0548
O	-0.0203	0.0085	-0.0736
O	-0.0024	-0.0031	-0.0271
O	0.0114	0.0098	-0.0423
O	0.02	-0.0043	-0.0379
O	-0.0152	0.0208	-0.0722
O	0.0215	0.0142	-0.0464
O	-0.0217	0.0111	-0.0334
O	0.0026	0.01	-0.0585
O	0.015	-0.0011	-0.0375
O	-0.0116	0.0248	-0.0875
O	0.001	0.0022	-0.0368
O	-0.0081	-0.0057	-0.0616
O	-0.0095	0.0043	-0.057
O	0.0123	0.0319	-0.0779
O	-0.0091	0.0144	-0.0652
O	0.0153	0.0208	-0.0559
O	0.0085	-0.0089	-0.0606
O	-0.017	0.0187	-0.0632
O	-0.0196	-0.0099	-0.0564
O	-0.0157	-0.0228	-0.0482
O	0.0096	-0.0259	-0.0833
H	-0.229	-0.1381	-0.3078
H	0.4857	0.383	-0.2211
H	-0.2214	-0.2067	-0.3167
H	0.297	0.4566	-0.2256
H	-0.3384	-0.408	-0.217
H	0.1865	0.208	-0.3021
H	0.2142	0.1741	-0.2984
H	-0.3381	-0.3621	-0.2176
H	0.1797	0.2491	-0.2952
H	-0.4889	-0.3265	-0.2302
H	0.1953	0.2518	-0.2994
H	-0.4697	-0.3937	-0.2104
H	-0.2311	-0.2264	-0.3129
H	0.2519	0.438	-0.2181
H	0.398	0.4411	-0.207
H	-0.2367	-0.1401	-0.3263
H	0.3107	0.341	0.2046
H	-0.2646	-0.207	0.2687
H	0.3942	0.2648	0.2357
H	-0.2934	-0.2648	0.2285
H	-0.4454	-0.2564	0.2429
H	0.2387	0.2058	0.2949
H	-0.2968	-0.3388	0.2221
H	0.3874	0.0745	0.2918
H	0.2412	0.303	0.3124
H	-0.2592	-0.4001	0.2676
H	0.3129	0.332	0.2877
H	-0.2139	-0.3786	0.3162
H	-0.1564	-0.4884	0.2002
H	0.3517	0.2124	0.283
H	0.288	0.3918	0.2017
H	-0.2521	-0.2002	0.2707

The program warned: the cutoff lies below the one the program advises for these potential files; the forces do not sum to zero within the program's tolerance; empty levels may hold ghost states of the PAW files; the exchange-correlation potential is rough where the density is thin.
